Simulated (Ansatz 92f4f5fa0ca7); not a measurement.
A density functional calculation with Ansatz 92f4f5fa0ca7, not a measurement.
Periodic cell of 217 atoms, Si128O89, from a study of silicon, its oxide and their interface. The atomic structure is a simulated model.

Settings
functional: r2SCAN
potential files: Ansatz PAW
basis: plane waves
wave-function cutoff: 800 eV
density cutoff ratio: 5
exchange-correlation grid ratio: 1
k mesh: 1 x 1 x 1, shifted by 0.5 0.5 0 of a step
self-consistency stop: 1e-10 eV per atom in the density residual
occupations: fixed
spin: none
net charge: 0

Cell vectors (angstrom)
a  10.88  0  0
b  0  10.88  0
c  2.3905  2.7249  31.7158

Atoms and the computed forces on them: element, x, y, z (angstrom), force x, y, z (eV/angstrom)
Si  3.5062  2.6595  -2.0855  0.021  -0.0095  -0.1478
Si  6.931  5.8666  -1.9219  -0.0011  0.0186  -0.084
Si  4.2202  7.3735  -2.296  -0.0044  0.0096  -0.1376
Si  7.4414  -0.461  -1.8602  0.0058  0.0178  -0.129
Si  -1.271  1.4993  -2.4486  -0.0323  -0.0091  -0.1432
Si  1.8931  5.2213  -2.0499  0.0069  0.0178  -0.1222
Si  2.4026  4.6284  -8.7983  -0.0331  -0.0128  -0.2349
Si  1.5106  0.2067  -1.9655  0.0177  -0.0226  -0.1313
Si  4.5228  3.1991  0.023  -0.0048  -0.0021  0.0005
Si  6.2938  4.8998  0.117  -0.0005  0.0114  0.0092
Si  4.5237  -2.1938  0.3409  -0.014  -0.0089  -0.0437
Si  6.2952  -0.5503  0.1851  0.0071  0.0012  0.0007
Si  -0.8364  3.2551  -0.0182  -0.0116  -0.009  -0.0488
Si  0.9106  5.007  0.0858  0.0032  -0.0001  -0.0038
Si  10.0035  8.683  0.325  0.0007  0.0005  -0.0046
Si  0.8894  -0.4944  0.1885  -0.0001  0.0002  0.0004
Si  2.7188  4.0819  1.3431  -0.0003  0.0011  0.0033
Si  5.4616  6.769  1.3862  0.0036  -0.0079  0.0015
Si  2.6979  -1.3023  1.5075  -0.0058  0.0017  0.0002
Si  5.429  1.375  1.2813  0  0.0006  0
Si  8.19  4.0709  1.284  -0.0067  0.0002  -0.001
Si  9.4662  5.4875  2.7192  0.0016  -0.0003  -0.0006
Si  8.1329  9.5362  1.4829  -0.0031  0.0025  0.0022
Si  -0.0096  1.4001  1.3058  -0.0003  -0.0021  0.0033
Si  1.4187  2.6638  2.7217  0.0007  0.0014  -0.0012
Si  4.0168  5.4895  2.7206  -0.002  0.0026  0.0003
Si  1.4263  8.09  2.7819  -0.0001  -0.0005  -0.0001
Si  4.0431  0.1258  2.7782  0.0021  0.0005  -0.0008
Si  6.8708  2.6574  2.6525  0.0023  -0.0006  0.0002
Si  10.9172  6.7983  1.3887  -0.0001  -0.002  0.0015
Si  6.8584  8.0713  2.8013  -0.0024  0.0011  -0.0021
Si  9.4603  0.1207  2.7311  0.0003  0.0007  -0.0001
Si  2.7166  1.3933  4.193  0.0013  0.0013  -0.0013
Si  5.4545  4.0708  3.9587  -0.0007  0.0005  0.001
Si  2.7385  6.7876  4.1616  0.0006  0.0007  0
Si  5.4379  9.5314  4.0517  -0.0003  0.0005  0.0005
Si  8.1367  1.3882  4.1307  0.0009  0.0009  -0.0003
Si  10.8858  4.0814  4.024  -0.0005  0.0011  0.0008
Si  8.1813  6.7734  4.1938  0.0012  0.0013  -0.0009
Si  10.8662  9.5366  3.9892  -0.001  -0.0006  0.0011
Si  4.1368  2.7787  5.4317  0.0009  -0.0003  0.0021
Si  6.7659  5.3811  5.4299  0.0007  -0.0004  0.0016
Si  4.0877  8.17  5.4502  -0.0001  0.0013  0.0016
Si  6.8015  0.0038  5.4482  -0.001  0.0006  0.0019
Si  9.5131  2.7357  5.4237  0.0008  0.0011  0.0018
Si  1.3589  5.434  5.4487  -0.0007  -0.0002  0.0015
Si  9.5625  8.2097  5.4376  0.0011  0.0004  0.0021
Si  1.3231  -0.0415  5.4263  0.0007  -0.0007  0.0021
Si  2.7628  4.107  6.7933  0.0001  0.001  0.0004
Si  5.4325  6.7771  6.7804  0.0008  0  0.0009
Si  2.6882  9.4955  6.7957  0.0012  0.0007  0.0009
Si  5.4712  1.4016  6.7994  0.0013  0.0012  0.0003
Si  8.1391  4.0526  6.7997  0.0008  0.0001  0.0012
Si  0.0349  6.8456  6.7952  0.0008  0.0003  0.0009
Si  8.1937  -1.3286  6.802  0.0014  0.0007  0.0005
Si  10.8305  1.3211  6.7606  0.0003  0.0006  0.0008
Si  1.3443  2.6987  8.0068  0.0012  0.0007  -0.0012
Si  4.098  5.4538  8.2146  0.0005  0  0.0009
Si  1.3664  8.1671  8.2468  0.0003  -0.0007  0.0011
Si  4.0654  0.0202  8.0501  0  0.0008  0.0008
Si  6.8292  2.7083  8.2479  0.0002  0.0004  0.0009
Si  9.5187  5.4587  8.0508  -0.0001  0.0012  -0.0009
Si  6.8167  8.1541  8.0619  0.001  -0.0009  -0.001
Si  9.5159  0.0138  8.2419  0.0009  0.0013  -0.0002
Si  2.6576  1.3466  9.3486  -0.0012  0.0038  0.0024
Si  5.4645  4.0938  9.6065  -0.0011  0.0009  0.0005
Si  2.7334  6.7856  9.6011  0.0016  0.0007  0.0018
Si  5.4457  -1.3411  9.3468  0.0034  -0.0004  0.0009
Si  8.1839  1.3641  9.6684  0.001  -0.0019  0.0003
Si  0.0111  4.0712  9.3288  -0.0004  0.0004  0.0001
Si  8.1683  6.792  9.3921  0.0008  -0.0001  0.0018
Si  -0.0077  9.5345  9.6426  0.0012  0.0014  0.0001
Si  3.9624  2.6665  10.7507  0.0075  -0.0016  0.0002
Si  6.9096  5.501  10.8954  -0.0032  -0.0044  0.0007
Si  4.1646  8.2295  10.8027  -0.002  -0.0034  0.0037
Si  6.7404  -0.1004  10.8815  -0.0031  0.0092  0.0037
Si  -1.2315  2.8285  10.8754  -0.0044  -0.0036  0.0037
Si  1.3171  5.3171  10.8084  0.0026  0.0051  0.0032
Si  7.6693  -1.9211  12.1  -0.0026  -0.0098  -0.001
Si  1.4214  0.0786  10.9117  -0.0057  -0.0053  0.0016
Si  2.309  3.6222  12.1504  -0.0031  -0.005  -0.0011
Si  5.9397  7.3047  12.0509  0.004  0.0031  0.003
Si  3.2076  -0.9238  12.0789  0.0039  0.0064  -0.0036
Si  4.8131  0.8339  11.915  0.0004  -0.0115  -0.0407
Si  -2.1999  4.5704  12.174  -0.0015  0.0029  -0.0006
Si  -0.3796  6.3283  12.0751  0.0012  -0.0001  -0.0033
Si  9.466  8.0638  10.8691  0.0055  0.0047  0.0025
Si  0.5648  1.9117  12.1495  0.0074  0.0049  0.0024
Si  -0.5816  1.4029  14.123  -0.004  0.0276  -0.1478
Si  8.1104  -0.854  14.1254  -0.0123  -0.0018  -0.1573
Si  5.5224  -1.151  18.5315  -0.0166  0.0343  -0.272
Si  5.9194  1.3123  14.6231  0.0155  0.0066  -0.1625
Si  2.9833  3.1835  17.0431  -0.0154  -0.0183  -0.2146
Si  2.933  -1.7218  14.3033  -0.0073  -0.0294  -0.137
Si  0.2708  7.1014  -3.8532  -0.0206  0.01  -0.1956
Si  7.6332  -0.1702  -7.3787  0.0152  0.0185  -0.2462
Si  -0.4012  0.8273  16.9536  -0.0021  0.0035  -0.1911
Si  5.9174  0.3267  21.2743  -0.0121  -0.0325  -0.2716
Si  8.1489  3.5964  14.2935  0.0229  -0.0141  -0.138
Si  6.1617  3.4099  21.1055  -0.0076  0.0217  -0.254
Si  -0.7265  0.2745  -9.0614  -0.0001  0.0451  -0.1996
Si  0.6977  6.9467  14.0885  0.0342  0.0053  -0.1358
Si  9.1738  7.9748  -1.6945  0.0113  -0.018  -0.1128
Si  5.2469  4.7193  18.5027  -0.0046  -0.0013  -0.273
Si  3.7848  0.3953  16.5743  -0.0104  0.0042  -0.2196
Si  2.9141  4.6595  14.2189  -0.0041  0.0291  -0.1543
Si  5.4343  3.1482  -4.6127  -0.0107  0.0022  -0.1752
Si  4.3088  7.2776  19.8337  0.0025  -0.0108  -0.2455
Si  5.1278  6.8693  14.1825  -0.0245  0.0067  -0.1317
Si  -0.3104  6.06  -8.3852  0.02  -0.0121  -0.2541
Si  0.9165  -2.1319  -8.8138  0.0134  -0.0174  -0.1875
Si  1.3209  7.7516  20.5368  -0.0294  0.0219  -0.253
Si  0.0217  4.8786  20.7261  0.0026  0.0044  -0.2695
Si  6.8033  4.9716  -4.1087  0.0133  0.013  -0.1324
Si  8.2195  -0.9708  17.0343  0.0322  0.0063  -0.206
Si  -0.827  6.5089  16.6398  -0.024  0.0128  -0.1997
Si  0.1676  3.828  17.9036  0.0306  -0.03  -0.2329
Si  7.2051  5.9002  16.2653  0.0268  0.0071  -0.2179
Si  6.3039  6.5734  -6.3776  -0.0277  0.0348  -0.2149
Si  2.5598  -1.896  -4.1059  0.0139  0.0354  -0.216
Si  7.4634  0.8586  -4.4903  -0.0071  -0.0259  -0.2285
Si  8.9928  6.0044  -5.8484  0.0318  0.0032  -0.2374
Si  2.7959  -0.6432  -6.8628  -0.0261  0.0295  -0.2388
Si  1.8309  1.6687  -8.3327  -0.0089  0.014  -0.1957
Si  5.272  -2.0435  -8.0417  -0.0353  0.0124  -0.2137
Si  6.1554  1.9164  -9.0991  0.0221  -0.0104  -0.2358
Si  -0.2564  -1.8874  18.2739  -0.0409  0.0169  -0.2173
Si  4.9301  4.22  -7.4031  -0.0435  -0.006  -0.2535
O  8.4221  6.5192  -1.6683  0.011  0.0157  0.0536
O  3.8693  -2.4393  -1.1455  0.0116  0.0149  0.0764
O  8.7403  0.4874  -1.515  -0.0076  -0.0151  0.0578
O  8.0407  -1.9066  -2.2927  0.0047  0.0036  0.0617
O  -1.2039  2.9013  -1.6176  0.0168  0.0288  0.0799
O  2.1137  8.1251  -9.7212  -0.0537  0.0127  0.1045
O  4.3547  5.428  14.1361  0.0014  -0.0064  0.0548
O  -0.8644  6.7937  -4.9237  0.0515  0.0232  0.1173
O  2.2891  3.6916  -2.4148  0.0012  0.0105  0.0584
O  4.4705  2.654  -3.4034  -0.0644  -0.013  0.1447
O  6.41  1.9336  -5.0515  0.0024  0.0186  0.0762
O  -0.3678  4.9746  16.8878  0.0178  -0.0452  0.0933
O  0.1682  -0.9487  -9.6373  0.0039  -0.011  0.0759
O  0.8709  6.2105  20.4132  -0.0005  -0.0156  0.0827
O  4.5787  3.5772  -5.9509  0.0416  -0.0248  0.1847
O  -1.0413  5.4319  -7.0962  -0.072  0.0019  0.1674
O  6.1933  5.2161  -7.2719  0.022  0.0308  0.0994
O  0.256  1.3515  -8.3803  0.0208  0.007  0.0685
O  5.7853  7.0273  -2.1723  -0.0012  -0.0058  0.0606
O  6.9683  1.2021  -7.9138  0.0299  -0.0468  0.1166
O  3.8477  8.1079  -3.6812  0.0237  -0.0337  0.0953
O  0.2323  0.9468  -2.6783  0.0156  -0.0081  0.0605
O  8.231  4.8686  -4.9626  -0.0515  -0.0293  0.114
O  4.1624  -0.94  -7.6642  -0.0182  0.0068  0.0907
O  2.9973  -0.9355  -5.3125  -0.0091  -0.0495  0.1789
O  1.9767  -1.0169  -2.9043  -0.0338  0.0553  0.1168
O  2.5493  1.2372  -9.7167  -0.0489  0.0177  0.1353
O  7.8914  4.7165  15.411  -0.0253  0.0552  0.1199
O  6.0373  -0.5389  19.9248  0.0128  0.0595  0.1938
O  4.3597  3.5781  17.782  0.053  0.0382  0.1102
O  6.7634  0.0935  -3.24  -0.0037  -0.0339  0.1275
O  9.1253  -0.3067  -7.9706  -0.07  -0.0214  0.1111
O  8.4801  -1.5952  15.5363  0.0033  0.0043  0.1577
O  8.4622  6.6728  16.9339  0.0146  0.0078  0.0694
O  1.2321  5.6442  -8.4503  -0.013  0.0126  0.0797
O  6.8945  2.5789  14.4598  -0.0182  -0.0135  0.0546
O  4.988  7.2326  21.3069  0.0216  0.0049  0.1952
O  -0.5663  6.8537  15.0835  -0.0398  -0.0104  0.1493
O  9.3788  1.0209  -10.2519  0.0426  -0.0582  0.131
O  6.2189  5.3619  17.3972  -0.0682  -0.0389  0.1501
O  6.7273  -0.0648  14.4346  -0.0042  0.0155  0.0714
O  1.7676  5.7826  14.4729  0.0012  0.0004  0.0689
O  0.9257  5.7576  -3.2402  0.0332  -0.0396  0.1011
O  8.8652  0.5285  16.9414  0.0017  -0.0071  0.0702
O  2.8167  7.881  19.9394  -0.0121  -0.0035  0.0849
O  8.8179  1.5706  -3.8846  0.0434  0.0101  0.1029
O  6.6663  -1.0115  17.3982  -0.061  -0.0084  0.1114
O  5.0899  1.1889  15.9932  -0.0429  -0.0181  0.1045
O  3.3072  6.0494  -2.0748  -0.0188  -0.0132  0.0492
O  1.7826  3.8765  17.8625  -0.0275  0.0163  0.084
O  2.7952  1.2123  -1.8811  -0.0011  0.0062  0.0479
O  4.0864  8.0439  14.6113  -0.0013  0.001  0.0659
O  5.2005  0.8801  -9.8909  0.0444  0.0175  0.1036
O  7.7452  -0.125  -5.7594  -0.0037  0.038  0.1817
O  5.9492  6.2004  -4.8455  0.0079  -0.0489  0.1439
O  9.5047  2.7511  14.6053  0.0004  -0.0072  0.0695
O  0.2027  0.8744  15.4397  -0.002  -0.0212  0.1526
O  1.4763  -2.494  14.2829  -0.004  0  0.055
O  1.5796  -1.5213  -7.4701  0.0432  0.0262  0.1188
O  0.3088  -0.4641  17.6758  0.0108  -0.0493  0.0819
O  5.9077  1.8601  20.8165  0.0024  -0.0077  0.0881
O  3.0861  -0.5871  15.4695  0.0282  0.0623  0.1348
O  -0.4124  7.9478  -2.6691  -0.051  0.0258  0.1141
O  4.837  1.4387  13.4431  0.0238  0.0039  0.0959
O  0.0487  7.6092  17.4604  0.027  0.0474  0.1034
O  6.3329  6.8399  15.2708  0.052  -0.0267  0.1223
O  4.8181  -2.6556  -9.4824  0.0565  0.0153  0.1485
O  9.0101  -1.7343  18.2224  0.0268  -0.0161  0.0828
O  -0.4411  4.216  19.3343  -0.011  0.0431  0.1928
O  3.7364  5.1107  -8.0414  0.068  -0.004  0.101
O  9.2423  0.2373  13.6873  -0.0016  0.0006  0.062
O  2.4937  0.9235  -7.0707  0.0203  -0.0392  0.1016
O  7.8608  7.0257  -6.433  0.0053  -0.0182  0.0777
O  -0.2277  7.6764  -8.4171  -0.0152  -0.015  0.0687
O  1.9967  3.2323  -8.1331  0.0053  -0.0066  0.0728
O  6.1841  4.1341  19.6669  0.0338  -0.0486  0.1822
O  5.1756  8.1836  18.8156  -0.0266  -0.0416  0.1055
O  7.2107  2.5628  -10.1372  -0.0701  -0.0141  0.1316
O  6.7404  -1.3744  -8.0019  0.0158  0.0074  0.0725
O  5.282  7.6765  -6.9259  0.0267  -0.054  0.1026
O  4.2191  -0.4256  17.8963  0.0528  -0.0495  0.1364
O  2.9707  3.672  15.4933  0.008  -0.0484  0.1705
O  1.3976  7.9776  -4.5945  -0.0113  -0.0188  0.0771
O  -0.2525  2.296  17.5932  0.0083  0.0511  0.0799
O  2.7691  1.5738  17.0249  -0.0031  0.0178  0.0682
O  4.2543  5.8133  19.1572  -0.0147  0.0501  0.1053
O  0.3434  -2.1164  19.7387  0.0599  -0.0438  0.1507
O  -1.1197  5.4894  -9.6505  0.0264  0.0425  0.1908
O  5.2298  3.0657  -8.4817  -0.0225  0.0607  0.1177

Results
free energy: -132639.132 eV
free energy less fixed offsets of O -570.45, Si -639.56 eV per atom: -5.402 eV

The program warned: the cutoff lies below the one the program advises for these potential files; the forces do not sum to zero within the program's tolerance; empty levels may hold ghost states of the PAW files; the exchange-correlation potential is rough where the density is thin.
